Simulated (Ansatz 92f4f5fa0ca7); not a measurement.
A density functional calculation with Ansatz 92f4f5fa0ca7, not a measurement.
Periodic cell of 208 atoms, Si128O80, from a study of silicon, its oxide and their interface. The atomic structure is a simulated model.
This geometry differs little from another in the collection (a relaxation step or a small displacement).

Settings: functional r2SCAN; potential files Ansatz PAW; basis plane waves; wave-function cutoff 800 eV; density cutoff ratio 5; exchange-correlation grid ratio 1; k mesh 1 x 1 x 1, shifted by 0.5 0.5 0 of a step; self-consistency stop 1e-10 eV per atom in the density residual; occupations fixed; spin none; net charge 0.

Cell vectors (angstrom)
a, 10.88, 0, 0
b, 0, 10.88, 0
c, 0.4662, 0.8337, 30.4995

Atoms: element, x, y, z (angstrom)
Si, 1.656, -1.6413, -0.0235
Si, 4.3713, 1.0307, -0.0262
Si, 1.0603, 4.3563, 0.0799
Si, 3.9748, -3.788, 0.0445
Si, -4.0985, -1.0803, 0.1098
Si, -1.7533, 1.6651, 0.0636
Si, 6.9229, 3.9078, 0.1422
Si, -1.2001, -4.3664, 0.2071
Si, 2.7132, -0.0084, 1.2836
Si, 5.3883, 2.6681, 1.3677
Si, 2.7439, -5.3992, 1.2955
Si, 5.576, -2.7135, 1.3447
Si, -2.6986, 0.0945, 1.5268
Si, -0.0372, 2.708, 1.3102
Si, 8.1264, 5.3902, 1.5011
Si, 0.0265, -2.7154, 1.3304
Si, 1.3486, 1.3481, 2.6478
Si, 4.0455, 4.0819, 2.6723
Si, 1.3861, -4.0708, 2.7174
Si, 4.1314, -1.3468, 2.6764
Si, 6.7464, 1.386, 2.8273
Si, 9.5122, 4.0115, 2.784
Si, 6.807, 6.8032, 2.7811
Si, -1.3071, -1.3486, 2.7232
Si, 0.0332, 0.0044, 4.0799
Si, 2.6918, 2.7214, 4.0369
Si, 0.015, 5.4282, 4.0719
Si, 2.7597, -2.7103, 4.0564
Si, 5.4136, -0.0128, 4.1226
Si, 8.146, 2.7107, 4.1577
Si, 5.4134, 5.4255, 4.0748
Si, 8.1867, -2.7006, 4.0894
Si, 1.3534, -1.3685, 10.9197
Si, 4.0595, 1.3551, 10.9094
Si, 1.3225, 4.0449, 10.8421
Si, 4.0948, -4.0797, 10.8379
Si, 6.8287, -1.3414, 10.8651
Si, -1.3437, 1.3408, 10.8433
Si, 6.8104, 4.0903, 10.8948
Si, -1.3651, 6.8209, 10.924
Si, 2.6869, 0.005, 12.2933
Si, 5.4532, 2.7149, 12.2366
Si, 2.6877, 5.4283, 12.126
Si, 5.4798, -2.7255, 12.1843
Si, -2.687, 0.0225, 12.2323
Si, -0.0055, 2.6659, 12.2323
Si, 8.1625, 5.4506, 12.2802
Si, -0.0255, -2.691, 12.3158
Si, 1.3108, 1.3308, 13.6994
Si, 4.0362, 4.0823, 13.4893
Si, 1.3589, -4.1288, 13.5472
Si, 4.1387, -1.349, 13.5347
Si, -4.026, 1.4038, 13.5963
Si, -1.3711, 4.0319, 13.5817
Si, 6.8037, -4.0594, 13.6294
Si, -1.3782, -1.3009, 13.6993
Si, -0.3535, 0.3367, 15.0943
Si, 2.5527, 2.9239, 14.8848
Si, 0.2833, -5.7946, 14.8251
Si, 2.9876, -2.9629, 14.7368
Si, 5.7272, -0.2072, 14.8429
Si, -2.5644, 2.6072, 15.0355
Si, 5.1316, 5.6639, 14.7942
Si, -2.9807, -2.4569, 14.9756
Si, 0.1656, -5.0476, 17.6789
Si, 0.5053, -1.5919, -2.8517
Si, 7.264, 4.4696, 21.8293
Si, 6.8339, -4.6363, 19.4253
Si, -0.1778, 0.5203, -7.2691
Si, 3.9215, 0.2081, 19.7761
Si, 2.2694, 4.1513, -2.6727
Si, -1.9849, -2.9562, 17.9301
Si, 1.8426, -0.3179, -5.1711
Si, 8.0355, 0.207, -2.2342
Si, 4.4337, -1.5308, -4.7539
Si, 0.0187, -0.7407, 18.0542
Si, 6.4063, 3.9774, 17.1721
Si, 5.1447, 0.9852, -2.9005
Si, 6.4145, -3.8633, -4.1694
Si, 5.1755, 5.3007, -2.116
Si, 8.1495, -3.0714, -6.4153
Si, -1.899, -3.345, -2.5759
Si, -1.1665, 3.3523, -7.8315
Si, 4.1181, 3.5771, -7.4266
Si, 1.0328, 1.049, 20.3413
Si, 2.5073, -4.5933, 21.5382
Si, 4.4049, 1.622, 17.0868
Si, 5.6539, 2.0924, 21.5623
Si, 2.1808, -2.8194, 17.5502
Si, 3.3918, 2.3844, -4.7105
Si, 4.2332, -2.8524, 19.7173
Si, -0.2646, -4.8285, -6.9011
Si, 0.5144, -4.3631, -3.9156
Si, 6.3016, -0.847, -6.9224
Si, -2.3329, -0.4731, -5.2082
Si, 0.8388, 4.182, 20.0616
Si, 1.3946, -1.3603, 5.4248
Si, 4.052, 1.3715, 5.4287
Si, 1.3589, 4.0706, 5.4404
Si, 4.0764, 6.7942, 5.4444
Si, 6.8067, -1.3611, 5.4572
Si, -1.3518, 1.3375, 5.4636
Si, 6.7854, 4.0986, 5.46
Si, 9.5376, -4.0823, 5.429
Si, 2.7219, 0.0045, 6.7982
Si, 5.4262, 2.7197, 6.795
Si, 2.7177, 5.4326, 6.8083
Si, 5.4446, -2.7301, 6.8084
Si, -2.7167, -0.0102, 6.8282
Si, 0.001, 2.7169, 6.8129
Si, 8.1595, -5.4209, 6.7946
Si, 0.0218, -2.7236, 6.7802
Si, 1.3655, 1.3464, 8.1612
Si, 4.0805, 4.0717, 8.165
Si, 1.3548, 6.7983, 8.1688
Si, 4.0795, -1.3541, 8.1601
Si, 6.7873, 1.3679, 8.1689
Si, -1.3733, 4.0917, 8.1545
Si, 6.8133, -4.0756, 8.1688
Si, -1.3376, -1.3812, 8.155
Si, 0.0174, -0.0243, 9.5156
Si, 2.7195, 2.7055, 9.5172
Si, -0.0269, 5.4503, 9.5302
Si, 2.714, -2.7099, 9.524
Si, 5.4286, 0.0038, 9.5347
Si, 8.1618, 2.7274, 9.5231
Si, 5.4562, 5.4296, 9.5087
Si, 8.1781, -2.7181, 9.5257
O, 0.4847, -4.4236, -5.5283
O, -0.8449, 4.553, -6.8088
O, 4.0636, 2.0833, -8.0896
O, 2.3217, -2.2575, 16.0442
O, 8.1023, 2.8809, -0.3049
O, 3.2255, 2.3482, 16.2513
O, 7.6799, 3.3183, 16.3788
O, 1.4423, 4.0387, 15.3252
O, 1.5954, 3.6655, -1.2911
O, 1.0975, -0.2147, -6.601
O, 2.4548, 0.2824, 20.4557
O, 0.1721, -0.2212, 16.528
O, 0.3139, 4.5002, 18.567
O, -0.4347, -5.3518, 16.2145
O, -2.3535, -3.0583, 16.3535
O, -1.046, -1.9624, -2.5606
O, -1.4237, -1.468, 18.2375
O, 6.2106, 4.4628, -1.2103
O, 1.1544, -2.9869, -3.3544
O, 2.8187, -2.7271, -0.4115
O, -2.0745, -3.8255, -1.0473
O, 4.7585, -4.2344, -1.3143
O, 5.4065, -3.9636, 19.7956
O, -0.0613, -5.4074, -0.36
O, 2.7886, 0.9778, -5.1784
O, 3.122, 4.6697, -8.0592
O, 7.5284, -5.1981, 20.7846
O, 3.6283, -2.895, 18.2247
O, 3.8085, 4.5108, -2.376
O, 4.153, 1.3223, -1.6282
O, -1.028, -4.4456, -3.3999
O, 4.5667, -1.2755, 19.9659
O, -2.2094, 0.0177, -3.6994
O, 1.2981, 2.6359, 20.1268
O, 7.2232, -2.1245, -7.3806
O, 5.6252, 4.9206, 16.1355
O, 5.1735, 0.574, 16.1424
O, 8.1066, 3.1574, -7.8453
O, 7.6169, -3.3659, 18.8056
O, 5.6508, 4.0831, -7.6035
O, 0.1684, 0.4684, 19.1045
O, 4.9259, 1.2793, 20.4097
O, 1.4322, 5.3606, -3.3039
O, -1.6432, 0.9144, -1.39
O, 4.0626, -4.0769, 15.2766
O, 5.4325, 2.7586, 17.6374
O, 6.064, 0.1904, -8.1051
O, 5.8968, -5.2445, -3.5197
O, -1.4187, 0.2289, -6.3077
O, -0.3393, 4.4854, 21.1209
O, 1.5968, -4.3228, 17.5249
O, 5.109, -2.9242, -4.3092
O, 1.2027, -1.8095, 18.3419
O, -1.467, 1.4784, 15.5002
O, 5.4653, -0.1621, -0.1117
O, 2.0333, 5.2085, 20.4223
O, 3.7525, 0.71, 18.2438
O, 4.8872, -1.2641, -6.2909
O, 7.1633, -4.0796, -5.5986
O, 7.5268, -1.0995, -1.3662
O, 4.815, 2.1309, -3.9877
O, 2.8263, -1.5823, -4.9334
O, 3.1483, -3.3078, 20.8161
O, 0.8138, -4.8191, -8.0994
O, 0.7296, -0.4457, -3.9826
O, -0.2016, 2.1397, -7.3493
O, 6.789, 4.966, 18.4021
O, 7.0407, -0.1392, -5.6691
O, 1.1401, -1.0662, -1.4599
O, 2.2563, 2.9504, -3.7244
O, 0.1908, 0.8075, 21.7098
O, 3.6646, 3.429, -5.8944
O, 6.6872, 3.1991, 20.9878
O, -0.8587, -4.0224, 18.3633
O, 4.8352, -0.4559, -3.5937
O, 7.497, -3.1966, -3.1695
O, 6.6906, 1.1055, -2.4363
O, -1.539, -3.8429, -7.1855
O, -2.037, -2.0691, -5.3282
O, 6.7712, -1.3426, 15.4014

Results
free energy: -127503.516 eV
free energy less fixed offsets of O -570.45, Si -639.56 eV per atom: -3.836 eV

Forces (eV/angstrom), in the order of the atoms: element, x, y, z
Si, 0.0112, -0.0191, 0.1996
Si, -0.0009, 0.0066, 0.1554
Si, -0.0078, 0.0131, 0.17
Si, -0.0447, 0.0174, 0.1483
Si, 0.0082, -0.0208, 0.1478
Si, 0.0142, 0.0008, 0.174
Si, -0.0124, -0.033, 0.1478
Si, 0.0458, -0.0263, 0.1621
Si, 0.0051, 0.0014, -0.0252
Si, 0.0052, 0.0451, -0.0197
Si, -0.0156, -0.001, -0.0057
Si, -0.0086, -0.0021, 0.0243
Si, 0.0104, 0.0099, 0.0051
Si, 0.0195, 0.002, -0.0238
Si, 0.0002, 0.0117, 0.0073
Si, -0.0012, -0.0138, -0.0297
Si, 0.003, 0.0092, 0.0205
Si, 0.0169, -0.001, 0.032
Si, 0.0019, 0.0017, 0.0482
Si, -0.0003, 0.004, 0.0683
Si, 0.015, -0.0145, 0.062
Si, -0.007, 0.0159, 0.0583
Si, -0.0002, -0.0044, 0.0213
Si, -0.0128, 0.0105, 0.0253
Si, -0.0142, 0.0077, -0.009
Si, 0.0094, -0.0129, -0.0099
Si, 0.0075, -0.0012, -0.0186
Si, -0.0014, -0.0143, -0.0288
Si, -0.0059, 0.0252, 0.0044
Si, -0.0153, -0.0204, 0.0025
Si, 0.0085, -0.0111, -0.0124
Si, -0.0088, 0.0054, -0.0217
Si, 0.0017, -0.0043, 0.0151
Si, -0.0028, 0.0038, 0.0139
Si, -0.0119, 0.0213, 0.0043
Si, -0.0057, -0.0023, 0.012
Si, -0.0023, 0.0174, 0.0137
Si, 0.0039, -0.0155, 0.0157
Si, 0.0161, -0.0142, 0.0225
Si, -0.002, -0.0065, 0.0149
Si, 0.0213, -0.0002, -0.0261
Si, -0.0086, 0.0048, -0.0235
Si, 0.0035, -0.0117, -0.0485
Si, 0.0004, 0.0052, -0.0627
Si, 0.0014, 0.0047, -0.0578
Si, -0.0069, 0.0152, -0.0675
Si, -0.0026, 0.002, -0.0166
Si, -0.0005, -0.0063, -0.0214
Si, 0.0116, 0.0127, 0.0033
Si, 0.0083, 0.0053, -0.0285
Si, 0.0237, 0.0024, 0.0045
Si, 0.0028, -0.0116, -0.0139
Si, -0.0219, -0.0286, -0.0073
Si, 0.0241, 0.0096, 0.0127
Si, -0.0133, -0.0028, -0.0025
Si, -0.0125, 0.006, 0.0049
Si, -0.0001, 0.0116, -0.1883
Si, -0.0522, -0.0128, -0.1851
Si, 0.0476, -0.0226, -0.1899
Si, 0.0314, -0.0432, -0.1758
Si, 0.0185, -0.0034, -0.1644
Si, 0.0229, -0.0234, -0.1975
Si, 0.0205, 0.028, -0.1747
Si, -0.0125, 0.0215, -0.1912
Si, -0.0159, 0.032, -0.139
Si, 0.0138, -0.0118, 0.1847
Si, -0.0223, 0.0236, -0.0374
Si, -0.0056, -0.0145, -0.1329
Si, 0.0359, -0.0056, 0.0111
Si, -0.0266, 0.0073, -0.1189
Si, 0.0111, 0.0227, 0.1565
Si, 0.0051, -0.0092, -0.1749
Si, -0.0044, -0.0041, 0.0838
Si, -0.0193, -0.0341, 0.1703
Si, 0.018, 0.0411, 0.0784
Si, 0.0238, -0.0125, -0.1889
Si, -0.0074, -0.0108, -0.1686
Si, -0.0062, -0.0152, 0.1822
Si, 0.0257, -0.0236, 0.1329
Si, -0.0139, 0.0448, 0.1604
Si, -0.0057, -0.0071, 0.046
Si, -0.0017, -0.0055, 0.1342
Si, 0.0329, 0.0133, -0.0061
Si, -0.0132, -0.0134, 0.0296
Si, 0.0104, -0.0163, -0.063
Si, 0.0072, -0.0055, -0.0267
Si, 0.0091, 0.0056, -0.1603
Si, -0.036, -0.0235, -0.0227
Si, -0.0195, 0.039, -0.1352
Si, -0.0104, -0.0275, 0.0946
Si, -0.0176, -0.0043, -0.0923
Si, 0.0141, 0.0155, 0.0701
Si, -0.0084, 0.002, 0.1378
Si, -0.0116, -0.0424, 0.0278
Si, 0.0085, -0.0153, 0.0846
Si, -0.0113, 0.0041, -0.0675
Si, 0.0082, -0.0037, 0.0169
Si, 0.006, 0.0106, 0.0267
Si, 0.0015, 0.0031, 0.0102
Si, -0.0035, 0.0029, 0.011
Si, 0.0002, 0.0027, 0.0269
Si, -0.006, -0.0007, 0.0316
Si, -0.0106, 0.0003, 0.0218
Si, 0.0058, -0.0023, 0.0068
Si, 0.0062, 0.0057, 0.0096
Si, -0.0047, -0.0056, 0.0232
Si, -0.0128, 0.0122, 0.0106
Si, 0.0027, 0.0037, 0.0136
Si, -0.0015, -0.0028, 0.0151
Si, -0.0086, 0.0096, 0.0088
Si, -0.0042, -0.0103, 0.0177
Si, 0.0114, -0.0114, 0.0174
Si, -0.009, -0.0075, -0.0142
Si, -0.0026, 0.007, -0.0279
Si, 0.0062, -0.0154, -0.0222
Si, 0.0064, -0.0025, -0.016
Si, 0.0088, -0.0024, -0.011
Si, 0.0031, -0.0048, -0.0083
Si, -0.0053, 0.0101, -0.0156
Si, -0.0184, 0.0116, -0.0125
Si, -0.0041, 0.0065, -0.0177
Si, 0.0021, 0.0053, -0.015
Si, 0.0104, 0.0054, -0.0218
Si, 0.0113, -0.005, -0.0222
Si, 0.0068, -0.0057, -0.013
Si, -0.0123, 0.0027, -0.0211
Si, -0.0117, 0.0022, -0.0103
Si, -0.0019, 0.0071, -0.0203
O, -0.0012, 0.0085, -0.1058
O, -0.0006, -0.0293, -0.0054
O, -0.0223, -0.0083, 0.0024
O, -0.0196, 0.0342, 0.1325
O, -0.0064, 0.0356, -0.0579
O, 0.0393, -0.0362, 0.1208
O, -0.0255, 0.0443, 0.1226
O, -0.0115, 0.0165, 0.0884
O, 0.0232, -0.0273, -0.0899
O, -0.0176, 0.0072, -0.0482
O, -0.0035, -0.0118, 0.036
O, 0.0294, -0.0235, 0.149
O, 0.0197, -0.0594, 0.0569
O, -0.0416, 0.0058, 0.1297
O, 0.0375, -0.0514, 0.1514
O, 0.0163, 0.0174, -0.0477
O, -0.0262, 0.0231, 0.0894
O, -0.0098, 0.0007, -0.087
O, 0.0226, -0.0005, -0.0638
O, -0.0003, -0.0132, -0.0549
O, -0.0455, -0.0014, -0.1057
O, 0.039, -0.0178, -0.1035
O, -0.0007, -0.0024, 0.0404
O, -0.0017, 0.0185, -0.0641
O, 0.01, -0.0015, -0.0341
O, 0.008, 0.0029, -0.0015
O, 0.0307, -0.0105, 0.0618
O, 0.0429, -0.019, 0.0439
O, -0.0146, -0.0312, -0.0711
O, 0.0171, -0.0258, -0.1484
O, -0.0125, -0.016, -0.0418
O, 0.0301, 0.0021, 0.0324
O, 0.0139, 0.0067, -0.1118
O, 0.0151, -0.0057, 0.0063
O, -0.0055, -0.0015, -0.0194
O, 0.0144, -0.0239, 0.1032
O, -0.0329, 0.0421, 0.1013
O, 0.0018, -0.0134, 0.0058
O, -0.0379, 0.0157, 0.0745
O, 0.0171, 0.017, 0.0107
O, -0.0076, 0.0571, 0.0784
O, 0.0286, 0.033, 0.0173
O, -0.0206, 0.0234, -0.0689
O, -0.0014, -0.0145, -0.1066
O, -0.0198, 0.0149, 0.0848
O, 0.0039, 0.0006, 0.0949
O, 0.0114, 0.029, -0.0124
O, 0.021, -0.0106, -0.1147
O, 0.0013, 0.0195, -0.0285
O, -0.0293, 0.0069, 0.0242
O, 0.0179, -0.0282, 0.0469
O, -0.0189, 0.0015, -0.0149
O, -0.0043, 0.0052, 0.069
O, 0.0028, 0.005, 0.0757
O, -0.0457, -0.0137, -0.0737
O, 0.0293, 0.009, -0.0024
O, -0.0244, -0.0427, 0.1139
O, -0.0052, 0.0042, -0.0365
O, -0.0018, -0.0102, -0.0715
O, 0.0136, 0.0139, -0.1266
O, 0.0019, 0.0432, -0.0753
O, 0.0049, -0.0271, -0.0232
O, -0.0255, -0.009, 0.0455
O, -0.0021, 0.0166, -0.0243
O, -0.006, 0.0254, -0.0854
O, 0.004, 0.0377, 0.0012
O, 0.0191, 0.0368, 0.1067
O, -0.024, 0.0157, -0.0088
O, -0.0191, 0.024, -0.1291
O, 0.0053, -0.039, -0.0666
O, -0.0244, -0.0004, 0.0079
O, 0.0074, 0.032, -0.0323
O, 0.0181, 0.0057, 0.0033
O, -0.0022, -0.007, 0.0678
O, -0.0087, -0.0433, -0.0579
O, -0.0429, 0.0181, -0.0701
O, -0.0233, 0.0273, -0.0581
O, 0.0033, 0.0048, -0.0258
O, 0.0112, -0.0165, -0.0177
O, 0.0002, 0.0061, 0.0745

The program warned: the cutoff lies below the one the program advises for these potential files; the forces do not sum to zero within the program's tolerance; empty levels may hold ghost states of the PAW files; the exchange-correlation potential is rough where the density is thin.
